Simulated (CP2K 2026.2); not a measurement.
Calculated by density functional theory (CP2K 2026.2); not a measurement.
Periodic cell of 505 atoms, Si360O143H2, from a study of silicon, its oxide and their interface. The atomic structure is a simulated model.
Doubt: the forces sum to 1.05 eV/angstrom along one axis rather than to zero, so they err by at least 0.0021 eV/angstrom per atom on average; the grid cutoff is modest.

Settings: functional PBE; method Gaussian and plane waves; basis set DZVP-MOLOPT-SR-GTH; pseudopotentials GTH-PBE; grid cutoff 350 Ry, relative cutoff 50 Ry; k points Gamma only; occupations fixed; spin none; net charge 0.

Cell vectors (angstrom)
a	16.3201	0	0
b	-0.0001	16.32	0
c	-2.2042	-4.5756	34.217

Atoms and the computed forces on them: element, x, y, z (angstrom), force x, y, z (eV/angstrom)
Si	1.036	15.137	0.104	0.008	-0.198	-0.513
Si	1.685	-3.167	34.21	0.011	0.001	-0.188
Si	1.788	3.744	0.054	-0.13	0.167	-0.388
Si	4.517	6.582	0.176	-0.001	0.034	-0.379
Si	1.093	9.681	0.053	0.152	-0.021	-0.449
Si	2.246	7.361	34.196	-0.222	-0.009	-0.361
Si	7.039	14.671	0.089	0.085	0.029	-0.13
Si	9.745	1.199	0.037	-0.001	-0.014	-0.247
Si	6.579	4.274	0.249	-0.006	-0.027	-0.418
Si	9.692	6.577	0.146	0.058	0.025	-0.288
Si	6.66	9.688	0.131	0.045	-0.075	-0.1
Si	9.226	12.484	0.215	0.066	-0.032	-0.117
Si	11.935	15.273	0.104	0.198	-0.154	-0.237
Si	15.181	1.07	0.132	-0.092	0.088	-0.436
Si	12.026	4.46	0.035	0.098	-0.102	-0.228
Si	14.714	7.142	0.13	0.046	0.003	-0.286
Si	12.464	9.287	0.212	-0.009	0.016	-0.331
Si	15.204	11.906	0.237	-0.099	0.126	-0.373
Si	2.698	-0.074	1.384	-0.088	0.09	-0.135
Si	5.4	2.631	1.433	-0.079	0.029	-0.256
Si	2.823	5.408	1.385	0.041	-0.038	-0.134
Si	5.568	8.134	1.555	-0.023	0.143	-0.238
Si	2.762	10.849	1.309	0.039	0.008	-0.228
Si	5.471	13.521	1.419	0.113	-0.008	-0.139
Si	8.183	-0.001	1.391	0.013	-0.108	-0.267
Si	10.949	2.753	1.351	-0.012	0.089	-0.169
Si	8.171	5.426	1.532	0.018	0.009	-0.189
Si	10.872	8.126	1.504	0.052	-0.036	-0.214
Si	8.13	10.89	1.547	-0.005	0.035	-0.304
Si	10.871	13.635	1.451	-0.056	0.05	-0.207
Si	13.595	-0.019	1.474	-0.078	-0.098	-0.174
Si	0.06	2.706	1.341	0.135	-0.06	-0.059
Si	13.608	5.501	1.437	-0.038	0.062	-0.218
Si	0.008	8.178	1.485	-0.117	-0.049	-0.152
Si	13.618	10.822	1.561	0.03	-0.079	-0.181
Si	-0.015	13.563	1.501	-0.017	-0.061	-0.172
Si	1.368	1.328	2.789	0.008	-0.005	0.073
Si	4.102	4.045	2.835	0.037	-0.023	0.118
Si	1.401	6.751	2.75	0.021	0.001	-0.01
Si	4.07	9.485	2.786	-0.019	0.04	0.051
Si	1.445	12.228	2.782	0.046	-0.082	0.054
Si	4.084	14.904	2.747	0.03	0.012	0.029
Si	6.804	1.316	2.775	0.064	-0.003	0.091
Si	9.55	4.021	2.811	0.058	-0.039	0.081
Si	6.898	6.808	2.927	0.028	0.006	0.163
Si	9.538	9.523	2.851	0.008	0	-0.007
Si	6.773	12.226	2.903	-0.06	-0.045	0.14
Si	9.531	14.984	2.844	-0.045	0.048	0.075
Si	12.292	1.414	2.795	-0.06	0.055	0.095
Si	15.012	4.086	2.726	-0.033	-0.03	-0.048
Si	12.255	6.784	2.885	-0.047	0.022	0.124
Si	14.996	9.497	2.914	0.044	0.01	0.268
Si	12.237	12.248	2.818	-0.031	0.035	-0.007
Si	14.912	14.897	2.846	-0.024	0.003	0.114
Si	-0.004	-0.037	4.175	0.035	0.055	-0.062
Si	2.727	2.682	4.201	-0.023	0.045	-0.089
Si	0.035	5.416	4.141	0.006	0.01	0.059
Si	2.729	8.113	4.166	0.04	0.059	0.007
Si	0.073	10.887	4.21	-0.062	-0.049	-0.1
Si	2.762	13.583	4.189	-0.035	-0.077	-0.006
Si	5.444	-0.05	4.143	0.015	0.024	-0.002
Si	8.165	2.672	4.174	0.043	0.015	-0.013
Si	5.483	5.413	4.214	-0.031	-0.063	-0.049
Si	8.227	8.175	4.276	-0.054	-0.049	0.007
Si	5.407	10.835	4.228	0.034	0.067	-0.094
Si	8.17	13.605	4.231	0.018	0.016	-0.088
Si	10.919	0.039	4.188	-0.046	-0.058	-0.094
Si	13.668	2.748	4.162	-0.057	-0.065	0.03
Si	10.889	5.391	4.224	0.068	0.038	-0.11
Si	13.621	8.138	4.268	0.011	-0.009	-0.101
Si	10.9	10.884	4.204	-0.022	-0.012	0.033
Si	13.584	13.561	4.234	0.058	0.058	0.036
Si	1.402	-1.345	16.562	-0.034	0.011	0.036
Si	4.107	1.347	16.589	-0.034	0.024	0.062
Si	1.391	4.018	16.552	0.035	-0.011	0.03
Si	4.09	6.758	16.567	0.007	0.024	0.032
Si	1.376	9.496	16.567	0.035	-0.043	0.013
Si	4.113	12.223	16.541	-0.006	0.056	0.002
Si	6.85	-1.383	16.575	0.005	-0.036	0.025
Si	9.553	1.346	16.604	0.043	-0.006	0.041
Si	6.825	4.065	16.591	0.019	-0.048	0.061
Si	9.546	6.774	16.541	-0.015	-0.017	0.01
Si	6.834	9.5	16.532	-0.013	-0.007	0.052
Si	9.533	12.205	16.567	0.005	0.007	0.055
Si	12.272	-1.366	16.586	0.024	-0.022	0.042
Si	15.027	1.354	16.581	-0.027	-0.023	0.05
Si	12.308	4.091	16.573	-0.081	-0.01	0.013
Si	14.933	6.728	16.543	0.022	0.071	-0.007
Si	12.219	9.481	16.55	-0.032	0.106	0.012
Si	14.972	12.226	16.561	0.019	-0.04	0.033
Si	2.739	0.01	17.98	0.049	-0.051	0.118
Si	5.474	2.693	17.98	0.022	0.044	-0.001
Si	2.759	5.339	17.926	-0.068	0	0.047
Si	5.446	8.169	17.893	0.005	-0.013	-0.003
Si	2.753	10.882	17.918	0.013	-0.012	-0.021
Si	5.503	13.543	17.922	-0.024	0.002	0.149
Si	8.186	-0.024	17.985	-0.021	-0.026	-0.059
Si	10.942	2.748	17.922	0.023	0.05	0.06
Si	8.17	5.47	17.939	0.162	0.025	0.038
Si	10.917	8.075	17.946	-0.1	-0.006	0.029
Si	8.206	10.806	17.946	-0.063	0.057	0.129
Si	10.865	13.601	17.936	0.081	-0.038	-0.061
Si	13.689	-0.024	17.942	-0.065	0.028	0.056
Si	0.052	2.71	17.995	0.085	-0.028	0.049
Si	13.646	5.4	18.037	0.013	0.003	0.091
Si	-0.036	8.1	17.859	-0.101	-0.051	0.051
Si	13.546	10.884	17.896	0.008	-0.105	0.029
Si	0.04	13.601	17.905	0.032	0	-0.048
Si	1.388	1.366	19.426	0.079	0.061	0.028
Si	4.131	4.041	19.392	-0.12	0.013	0.026
Si	1.287	6.668	19.189	-0.04	-0.096	-0.211
Si	4.112	9.524	19.283	0.111	0.143	-0.067
Si	1.391	12.253	19.264	0.086	0.083	-0.001
Si	4.162	-1.378	19.278	0.029	-0.027	-0.131
Si	6.836	1.338	19.364	-0.081	-0.054	-0.032
Si	9.588	4.143	19.294	-0.06	0.073	-0.205
Si	6.775	6.84	19.296	0.017	-0.038	-0.055
Si	9.525	9.377	19.324	-0.008	-0.012	-0.096
Si	6.841	12.156	19.342	-0.058	-0.065	-0.046
Si	9.545	-1.38	19.359	-0.04	-0.05	0.034
Si	12.374	1.424	19.263	0.101	0.069	-0.148
Si	15.067	4.061	19.439	-0.045	0.073	-0.044
Si	12.254	6.767	19.407	0.016	0.007	-0.031
Si	14.863	9.442	19.198	-0.039	-0.042	-0.202
Si	12.2	12.246	19.31	-0.096	-0.069	-0.01
Si	15.038	-1.409	19.337	-0.015	0.099	0.068
Si	0.067	-0.067	20.79	0.038	-0.131	0.334
Si	2.816	2.675	20.858	0.074	-0.121	0.133
Si	0.099	5.421	20.846	0.019	0.107	0.11
Si	2.607	8.124	20.355	0.006	0.035	0.198
Si	-0.132	10.896	20.406	-0.041	0.047	0.261
Si	2.835	-2.756	20.638	-0.018	0.006	0.208
Si	5.488	-0.054	20.745	0.002	-0.074	0.124
Si	8.159	2.83	20.6	0.089	-0.004	0.14
Si	5.42	5.551	20.713	-0.01	-0.015	0.171
Si	8.095	8.107	20.767	-0.02	-0.009	0.21
Si	5.481	10.774	20.793	-0.025	-0.008	0.191
Si	8.194	13.523	20.741	-0.057	-0.101	0.282
Si	10.947	0.119	20.54	-0.044	-0.008	0.1
Si	13.77	2.658	20.798	-0.115	-0.229	0.219
Si	10.918	5.422	20.814	-0.115	0.016	0.141
Si	13.617	8.134	20.763	-0.028	0.17	0.221
Si	10.882	10.754	20.625	0.096	0.075	0.257
Si	13.56	-2.687	20.681	0.073	-0.118	0.21
Si	1.757	-1.224	22.045	-0.019	-0.03	0.055
Si	3.968	1.014	22.214	-0.118	0.024	0.073
Si	1.8	4.359	22.179	-0.012	-0.17	0.446
Si	3.737	6.806	21.872	-0.11	0.175	0.231
Si	1.072	9.346	21.603	-0.04	0.231	0.317
Si	4.368	12.422	22.05	-0.004	-0.058	0.164
Si	6.591	-1.667	22.079	0.214	0.15	0.251
Si	9.853	1.763	21.804	-0.146	-0.151	0.503
Si	6.928	4.293	22.005	0.034	0.001	0.278
Si	9.162	6.474	22.067	0.091	0.014	0.315
Si	6.959	9.6	22.314	-0.15	-0.019	0.336
Si	9.248	11.767	21.96	0.242	0.114	0.006
Si	12.439	-1.004	21.914	0.001	0.103	0.205
Si	14.839	1.003	22.264	0.285	0.128	0.136
Si	12.185	3.83	22.06	0.003	0.016	0.374
Si	-1.023	7.117	22.089	0.046	-0.025	0.433
Si	12.472	9.759	22.099	-0.093	0.01	0.178
Si	14.713	11.963	21.904	0.143	-0.105	0.194
Si	9.657	4.54	25.887	-0.024	-0.171	0.6
Si	9.741	12.69	24.757	0.198	0.134	0.734
Si	2.571	10.916	24.014	-0.087	-0.119	0.17
Si	9.44	7.379	25.095	-0.078	-0.14	0.546
Si	4.552	2.422	29.755	-0.072	-0.242	-0.363
Si	0.43	13.038	24.145	-0.323	0.062	0.366
Si	1.54	3.87	25.35	0.168	0.308	0.549
Si	6.85	8.959	25.448	-0.033	-0.036	0.553
Si	12.69	4.377	25.123	-0.144	-0.096	0.582
Si	13.686	2.071	27.016	-0.091	0.029	0.417
Si	1.816	2.549	31.455	0.035	-0.083	-0.58
Si	-1.006	9.435	31.379	-0.189	0.139	-0.587
Si	13.734	3.957	29.413	-0.082	0.072	-0.362
Si	12.024	8.878	25.104	0.047	0.035	0.472
Si	8.716	1.162	29.595	-0.003	0.087	-0.165
Si	0.29	-1.892	29.318	0.074	-0.033	-0.196
Si	2.679	7.907	28.566	0.11	0.019	-0.056
Si	4.431	3.81	26.818	-0.059	0.305	0.435
Si	12.541	-2.331	25.045	0.621	-0.191	-0.003
Si	5.628	-2.113	32.172	0.101	0.253	-0.336
Si	1.277	7.597	31.23	0.089	-0.198	-0.623
Si	5.784	-2.144	27.374	-0.122	-0.049	0.21
Si	4.874	6.895	26.78	0.034	-0.14	0.399
Si	3.495	11.808	32.036	-0.051	-0.083	-0.351
Si	9.367	0.097	26.776	0.224	0.051	0.323
Si	6.293	11.08	27.72	-0.006	0.014	0.227
Si	2.724	-2.611	27.943	0.015	0.036	0.102
Si	8.992	6.842	29.357	-0.048	-0.003	-0.531
Si	3.051	8.103	24.585	-0.058	-0.355	0.498
Si	8.774	9.73	29.003	-0.031	-0.022	-0.202
Si	-0.377	0.395	31.416	0.163	-0.02	-0.558
Si	6.127	-0.263	29.69	0.042	0.376	-0.31
Si	12.288	-0.582	27.233	0.089	0.129	0.209
Si	6.245	3.785	32.06	-0.171	-0.11	-0.394
Si	11.017	-0.36	31.258	-0.144	0.191	-0.528
Si	14.422	6.88	25.147	-0.065	0.117	0.571
Si	0.864	6.844	26.108	0.193	0.101	0.432
Si	3.349	10.901	28.939	0.04	-0.114	-0.433
Si	13.31	1.752	31.375	-0.162	0.224	-0.569
Si	7.398	-1.693	24.981	-0.001	0.049	0.569
Si	10.81	10.926	26.968	0.122	0.085	0.398
Si	-1.689	12.208	29.926	0.108	-0.001	-0.446
Si	10.633	10.309	31.353	-0.082	0.034	-0.548
Si	5.843	2.404	24.374	0.057	0.048	0.407
Si	-0.206	1.308	25.257	-0.166	-0.184	0.503
Si	-0.21	4.761	31.318	-0.094	0.079	-0.567
Si	12.035	-3.161	31.409	0.156	-0.221	-0.564
Si	8.403	6.049	32.238	0.205	0.105	-0.35
Si	12.575	8	31.528	-0.023	-0.214	-0.608
Si	9.25	4.124	28.957	0.007	-0.105	-0.131
Si	12.915	-3.427	27.631	0.02	-0.018	0.005
Si	0.496	-1.492	26.361	-0.038	-0.02	0.545
Si	11.537	5.789	29.607	0.041	0.008	-0.423
Si	8.765	1.912	24.61	0.375	0.09	0.511
Si	1.378	14.938	5.555	-0.009	0.006	-0.065
Si	4.105	1.316	5.551	-0.012	0.027	-0.051
Si	1.37	4.062	5.558	0.022	-0.05	-0.052
Si	4.101	6.775	5.565	-0.019	-0.012	-0.055
Si	1.397	9.487	5.573	-0.004	0.001	-0.054
Si	4.087	12.223	5.597	0.008	-0.022	-0.037
Si	6.797	14.958	5.579	0.017	-0.04	-0.034
Si	9.536	1.351	5.574	0.003	-0.016	-0.026
Si	6.831	4.04	5.574	0.015	0.022	-0.029
Si	9.558	6.769	5.612	0.034	0.024	-0.008
Si	6.807	9.509	5.602	-0.001	-0.003	-0.011
Si	9.537	12.233	5.588	-0.022	0.018	-0.029
Si	12.248	14.966	5.576	-0.014	0.001	-0.028
Si	14.985	1.351	5.555	0.005	-0.005	-0.065
Si	12.287	4.056	5.575	-0.01	0.029	-0.039
Si	15.008	6.755	5.575	-0.049	0.017	-0.031
Si	12.252	9.52	5.598	0.043	-0.006	-0.025
Si	14.993	12.222	5.58	0.012	-0.001	-0.025
Si	2.741	-0.028	6.935	-0.001	-0.001	0.009
Si	5.46	2.682	6.935	0.019	-0.001	-0.001
Si	2.737	5.415	6.935	0.009	0.02	0.006
Si	5.452	8.131	6.957	0.02	-0.003	-0.003
Si	2.737	10.852	6.959	-0.004	0.001	0.014
Si	5.455	13.585	6.956	0.009	-0.01	0.012
Si	8.176	-0.012	6.946	0.005	0.012	0.002
Si	10.911	2.7	6.942	-0.002	-0.006	0.009
Si	8.181	5.405	6.957	-0.007	0.001	0.007
Si	10.91	8.144	6.972	0	-0.02	0.002
Si	8.174	10.873	6.964	-0.012	0.014	-0.007
Si	10.899	13.598	6.953	-0.012	0.007	0.011
Si	13.626	-0.006	6.94	-0.011	-0.006	-0.001
Si	0.023	2.7	6.939	-0.006	0.008	0.021
Si	13.638	5.413	6.954	0.005	-0.007	0.005
Si	0.033	8.131	6.946	0.006	0.014	-0.002
Si	13.633	10.867	6.959	0.002	-0.016	0.006
Si	0.026	13.587	6.948	-0.028	-0.002	0
Si	1.386	1.339	8.311	0.004	0.006	-0.005
Si	4.102	4.051	8.306	-0.004	-0.006	-0.009
Si	1.389	6.775	8.323	-0.003	0.002	0
Si	4.098	9.497	8.332	0.009	0.023	0.001
Si	1.377	12.218	8.326	-0.011	-0.03	0.001
Si	4.095	14.941	8.326	0	-0.011	0.001
Si	6.822	1.341	8.324	0.007	-0.001	-0.002
Si	9.551	4.053	8.324	0.023	0.029	0.001
Si	6.816	6.769	8.323	-0.014	-0.008	0.007
Si	9.537	9.504	8.33	-0.007	-0.019	0.006
Si	6.817	12.232	8.335	0.019	0.004	0.008
Si	9.535	14.951	8.325	-0.011	-0.031	-0.002
Si	12.263	1.341	8.322	-0.016	-0.012	0.003
Si	14.989	4.051	8.326	-0.022	-0.008	0.007
Si	12.277	6.777	8.328	0.017	0.039	0.006
Si	14.99	9.494	8.322	-0.025	-0.009	0.003
Si	12.267	12.235	8.322	0.011	0.013	0.001
Si	14.984	14.949	8.316	0.033	0.01	0.002
Si	0.027	-0.019	9.692	-0.018	-0.006	-0.005
Si	2.747	2.696	9.688	0.004	0.005	-0.003
Si	0.029	5.416	9.695	0.003	0.009	-0.001
Si	2.741	8.135	9.705	0.002	0	0.005
Si	0.021	10.858	9.703	0.004	0.012	0.003
Si	2.739	13.576	9.699	-0.002	-0.003	-0.002
Si	5.464	-0.02	9.695	0.007	0.006	0.001
Si	8.189	2.696	9.699	-0.006	-0.001	0.007
Si	5.458	5.406	9.695	0.008	0.014	0.003
Si	8.175	8.134	9.695	0	0.006	0.003
Si	5.458	10.862	9.701	0.003	-0.019	-0.002
Si	8.182	13.59	9.702	0.002	0.001	0.004
Si	10.903	-0.017	9.699	-0.001	0	0.003
Si	13.624	2.695	9.697	0.005	0.008	0.002
Si	10.91	5.416	9.695	-0.012	-0.006	-0.003
Si	13.632	8.139	9.7	0.003	-0.01	0.004
Si	10.905	10.869	9.693	0.004	0.001	-0.002
Si	13.627	13.59	9.698	-0.015	-0.007	0.008
Si	1.383	-1.381	11.07	0.008	-0.011	-0.002
Si	4.109	1.341	11.067	0.002	-0.005	-0.002
Si	1.391	4.056	11.065	-0.006	0.004	-0.003
Si	4.101	6.769	11.072	-0.001	0.004	-0.002
Si	1.38	9.497	11.08	-0.001	0.003	0
Si	4.099	12.221	11.078	-0.004	-0.002	0.001
Si	6.825	-1.371	11.077	-0.003	-0.01	0.002
Si	9.546	1.339	11.08	0.01	-0.004	0.001
Si	6.826	4.053	11.072	0.01	-0.004	-0.001
Si	9.54	6.772	11.063	0.003	0.017	0.003
Si	6.817	9.496	11.069	-0.001	0.009	0
Si	9.546	12.229	11.069	-0.006	0	-0.001
Si	12.266	-1.373	11.075	0.001	-0.013	-0.003
Si	14.986	1.336	11.068	0.003	0	0.001
Si	12.265	4.054	11.071	0	0.005	0.006
Si	14.988	6.774	11.071	-0.002	0.01	0.002
Si	12.266	9.505	11.064	-0.004	-0.004	-0.001
Si	14.982	12.223	11.075	-0.001	-0.007	-0.002
Si	2.754	-0.024	12.436	-0.009	0.006	-0.01
Si	5.47	2.694	12.45	-0.003	-0.001	0.002
Si	2.742	5.412	12.45	0.003	0	0.004
Si	5.462	8.13	12.444	-0.005	0.01	-0.003
Si	2.74	10.86	12.454	0.001	-0.002	0
Si	5.464	13.586	12.444	0.014	-0.003	-0.003
Si	8.187	-0.017	12.46	-0.008	-0.004	0.006
Si	10.91	2.696	12.454	-0.013	0.007	0
Si	8.189	5.409	12.448	-0.01	0.019	0.007
Si	10.899	8.14	12.425	0.012	-0.006	-0.011
Si	8.179	10.864	12.43	0.015	-0.02	-0.006
Si	10.906	13.586	12.448	-0.002	0.003	-0.001
Si	13.625	-0.013	12.453	0.009	-0.004	0.006
Si	0.033	2.693	12.433	-0.01	0.009	-0.009
Si	13.628	5.413	12.44	0.004	0.006	-0.001
Si	0.019	8.133	12.453	-0.005	-0.01	-0.001
Si	13.621	10.86	12.45	-0.017	0.007	0.004
Si	0.021	13.585	12.451	0.01	-0.007	-0.003
Si	1.396	1.336	13.801	0.012	-0.023	-0.011
Si	4.109	4.053	13.821	-0.007	0.015	0.003
Si	1.373	6.764	13.826	0.002	0.03	-0.002
Si	4.099	9.488	13.82	0.013	-0.009	-0.01
Si	1.381	12.228	13.828	-0.009	-0.004	-0.008
Si	4.115	-1.37	13.821	-0.022	-0.001	-0.001
Si	6.827	1.342	13.839	0.01	0.003	0.003
Si	9.55	4.052	13.831	0.03	-0.027	0.004
Si	6.824	6.77	13.816	0.016	-0.012	0.002
Si	9.537	9.499	13.793	-0.038	0.038	-0.01
Si	6.827	12.225	13.807	-0.02	0.007	-0.006
Si	9.555	-1.374	13.833	0.018	-0.026	-0.013
Si	12.274	1.349	13.839	-0.012	-0.004	0.002
Si	14.991	4.046	13.805	0.02	-0.005	0.001
Si	12.254	6.776	13.794	-0.036	0.041	-0.007
Si	14.973	9.491	13.826	0.024	-0.003	0
Si	12.259	12.221	13.823	0.025	-0.015	-0.001
Si	14.986	-1.37	13.828	-0.028	-0.004	0
Si	0.04	-0.003	15.185	0.039	0.023	-0.021
Si	2.755	2.678	15.183	-0.026	-0.006	-0.035
Si	0.018	5.389	15.195	-0.017	0.007	-0.013
Si	2.734	8.126	15.194	-0.018	-0.002	0.009
Si	0.016	10.859	15.193	-0.012	0.016	0.01
Si	2.749	13.599	15.19	0.027	-0.015	0.004
Si	5.47	-0.02	15.217	-0.004	-0.023	0.007
Si	8.189	2.7	15.219	-0.007	0.016	0.009
Si	5.467	5.411	15.199	-0.011	0.014	-0.003
Si	8.192	8.137	15.17	0.037	0.031	-0.022
Si	5.468	10.861	15.172	0.004	-0.001	-0.014
Si	8.19	13.576	15.19	-0.003	0.009	-0.005
Si	10.91	-0.008	15.214	-0.004	0	-0.011
Si	13.65	2.706	15.208	-0.008	-0.002	-0.003
Si	10.921	5.418	15.188	0.003	0.018	-0.025
Si	13.595	8.124	15.184	-0.001	-0.039	-0.003
Si	10.882	10.854	15.177	-0.001	-0.041	-0.013
Si	13.616	13.59	15.195	-0.01	0.001	-0.005
O	5.112	5.295	26.972	0.188	0.059	-0.174
O	3.814	11.832	23.503	0.221	-0.072	-0.061
O	-1.451	6.593	23.605	0.282	0.137	-0.584
O	-0.681	1.426	23.689	-0.162	-0.108	-0.559
O	8.211	-3.085	24.721	-0.254	-0.106	-0.155
O	9.742	11.527	25.898	-0.368	0.003	-0.315
O	-0.249	-1.446	27.825	-0.159	0.253	-0.305
O	8.621	11.789	33.733	0.087	0.213	0.298
O	7.395	0.551	30.298	-0.007	-0.21	0.025
O	3.317	0.808	33.803	0.124	0.164	0.515
O	12.269	7.978	33.12	-0.155	0.066	0.386
O	5.076	4.496	32.946	0.016	0.229	0.17
O	14.078	11.71	33.745	-0.14	0.051	0.476
O	5.974	9.011	33.752	0.065	-0.088	0.622
O	2.885	5.559	22.535	-0.101	-0.034	-0.421
O	7.412	4.867	31.723	-0.21	-0.165	0.172
O	12.899	2.968	25.916	-0.266	0.23	-0.334
O	11.006	2.747	22.49	0.083	0.189	-0.402
O	-0.752	12.426	23.227	0.096	0.149	-0.03
O	4.574	-3.315	32.011	-0.037	-0.188	-0.207
O	8.625	0.935	33.793	-0.143	-0.248	0.349
O	8.056	5.351	22.609	0.121	0.066	-0.633
O	12.847	-1.851	28.126	-0.052	0.06	0.066
O	10.559	6.839	28.789	-0.061	0.147	0.26
O	2.016	2.913	33.029	0.3	-0.163	0.541
O	6.406	-3.627	27.594	-0.035	0.119	0.029
O	9.257	10.07	30.512	0.006	0.062	0.512
O	-0.259	-3.344	29.806	0.1	-0.079	0.102
O	2.545	9.532	28.593	0.014	0.067	-0.205
O	12.179	6.546	30.888	0.272	0.231	0.363
O	10.159	12.211	23.265	-0.162	-0.354	-0.337
O	13.469	8.182	25.225	0.247	0.118	-0.028
O	8.252	5.441	28.91	-0.033	0.057	0.116
O	2.164	-3.921	32.793	-0.178	0.029	0.297
O	8.114	10.75	22.637	0.219	0.034	-0.172
O	14.084	6.243	33.799	-0.102	0.184	0.383
O	10.013	9.948	27.979	0.072	-0.135	-0.267
O	10.532	-0.457	32.801	0.036	-0.223	0.496
O	13.581	-0.011	22.671	0.086	-0.026	-0.375
O	1.502	7.601	24.798	0.043	0.067	-0.393
O	7.598	7.135	33.113	-0.072	0.027	0.073
O	10.377	10.08	32.935	-0.089	-0.217	0.493
O	10.911	7.812	25.62	0.032	-0.16	-0.102
O	14.283	3.04	28.183	0.008	-0.051	-0.099
O	5.661	3.215	30.641	0.609	0.306	0.293
O	10.671	-0.659	27.361	-0.285	-0.323	0.152
O	-1.393	4.712	30.2	0.196	0.199	0.279
O	6.19	7.709	26.297	0.271	0.063	-0.288
O	9.642	5.43	33.083	0.053	0.035	0.395
O	9.642	3.858	27.388	-0.125	-0.071	-0.36
O	-1.472	1.262	26.263	0.263	-0.354	-0.238
O	9.134	1.229	23.185	-0.131	-0.01	-0.3
O	11.367	3.645	33.784	-0.174	-0.144	0.612
O	11.238	-1.897	30.745	-0.038	-0.029	0.026
O	7.155	-1.027	23.518	-0.141	0.172	-0.469
O	1.536	3.809	23.726	-0.133	-0.18	-0.934
O	5.088	-0.921	33.122	0.065	-0.142	0.105
O	9.029	6.874	30.978	0.123	0.077	0.579
O	6.424	9.109	23.86	0.247	0.304	-0.903
O	-0.671	9.798	32.93	-0.034	-0.022	0.742
O	12.428	0.425	31.088	0.221	-0.06	0.065
O	1.079	1.1	31.42	0.104	-0.246	0.04
O	11.175	4.842	25.433	0.201	0.205	-0.435
O	1.227	-2.127	23.32	0.008	0.313	-0.031
O	4.248	-2.1	27.89	-0.057	-0.163	-0.023
O	1.907	10.21	22.717	0.221	0.025	-0.059
O	14.149	8.3	31.243	0.008	0.109	-0.031
O	7.508	10.673	28.705	-0.032	0.239	0.223
O	4.699	1.5	23.632	-0.332	0.09	-0.421
O	1.851	7.99	32.702	0.195	-0.004	0.632
O	-1.446	10.743	30.535	-0.165	-0.281	0.301
O	4.109	10.578	32.903	-0.161	-0.221	0.308
O	8.442	8.613	25.474	0.181	0.052	-0.051
O	12.886	4.249	23.511	-0.067	-0.016	-0.589
O	10.525	4.526	29.917	-0.004	-0.087	0.263
O	3.207	11.272	30.519	0.031	0.317	0.786
O	-1.481	1.462	30.886	0.063	0.354	0.027
O	8.367	-0.897	26.008	-0.266	-0.298	-0.225
O	2.673	12.084	28.037	0.117	-0.141	0.073
O	11.203	11.805	31.049	-0.184	0.193	0.179
O	7.184	1.572	24.796	-0.288	-0.151	-0.004
O	6.844	2.559	32.947	0	-0.049	0.212
O	3.8	7.086	25.601	-0.308	0.219	-0.575
O	8.636	0.821	28.019	0.043	0.128	-0.047
O	11.782	9.299	23.541	-0.133	0.003	-0.569
O	-0.296	-2.565	25.429	0.253	-0.07	-0.575
O	0.705	2.549	25.775	0.077	-0.014	-0.245
O	12.177	-2.925	33.013	-0.135	0.077	0.638
O	11.707	9.193	30.839	-0.015	0.142	0.112
O	11.486	12.125	27.857	-0.229	-0.008	0.082
O	0.839	5.229	25.909	-0.082	-0.254	-0.11
O	5.347	2.934	25.827	0.255	-0.393	-0.433
O	0.62	-2.001	33.685	0.092	0.012	0.565
O	0.601	-0.069	25.592	0.051	0.074	-0.404
O	1.931	-1.973	29.237	0.108	0.155	0.266
O	1.444	11.877	24.704	0.232	0	0.115
O	3.153	2.444	30.556	-0.401	0.178	0.189
O	8.656	2.794	29.673	-0.251	0.05	0.182
O	8.96	3.524	24.82	-0.327	-0.048	-0.481
O	10.913	-2.538	25.103	-0.389	0.103	-0.204
O	-0.255	-0.829	30.377	-0.201	0.116	0.11
O	9.777	1.245	25.708	-0.05	0.125	-0.31
O	4.9	10.696	28.474	-0.129	0.128	0.164
O	0.022	8.366	22.432	-0.063	0.022	-0.596
O	12.752	0.909	27.713	-0.021	-0.148	0.017
O	0.926	3.728	30.787	-0.14	-0.202	0.161
O	6.503	-0.986	28.27	0.133	0.097	-0.034
O	2.828	-0.114	22.714	-0.089	0.061	-0.493
O	6.466	10.329	26.276	0.052	0.049	-0.645
O	5.479	-2.787	22.591	0.034	0.116	-0.469
O	-0.698	7.269	26.188	-0.086	0.159	-0.382
O	9.597	7.189	23.487	0.199	0.057	-0.417
O	3.329	6.178	33.768	0.117	0.143	0.615
O	8.93	6.008	25.855	0.064	0.09	-0.365
O	14.067	12.063	28.4	0.016	0.108	0.091
O	11.977	10.137	26.148	0.223	-0.159	-0.198
O	7.006	-2.711	32.818	-0.016	0.081	0.46
O	6.224	3.614	23.342	0.09	-0.037	-0.25
O	9.991	0.478	30.309	0.225	-0.217	0.125
O	3.793	7.884	23.148	0.009	-0.109	-0.24
O	1.6	7.281	27.507	0.053	-0.031	0.023
O	3.111	9.7	24.991	0.097	0.141	-0.244
O	-0.907	-0.101	32.866	-0.317	-0.185	0.456
O	5.799	-1.484	30.689	-0.101	-0.311	0.558
O	5.968	-1.839	25.779	0.289	0.137	-0.49
O	13.707	5.514	25.684	0.235	-0.141	-0.275
O	0.339	8.822	30.699	-0.155	-0.033	0.303
O	8.255	8.18	28.821	0.078	0.034	0.132
O	13.233	-3.447	26.033	-0.094	-0.038	-0.217
O	2.415	7.346	30.077	-0.175	0.126	0.465
O	4.937	0.845	29.505	-0.079	-0.196	0.093
O	13.626	10.875	22.546	-0.128	0.06	-0.407
O	-0.689	4.364	32.828	0.065	0.001	0.88
O	12.768	5.124	28.762	0.026	-0.036	-0.066
O	13.248	2.059	32.964	0.193	-0.062	0.337
O	0.383	6.259	31.374	-0.289	0.033	0.398
O	12.863	3.035	30.453	-0.2	-0.129	0.372
O	13.549	-3.27	30.794	0.02	0.263	0.352
O	2.967	3.851	26.132	-0.146	-0.086	-0.285
O	2.016	-2.056	26.59	0.023	0.22	-0.106
O	12.774	-0.826	25.681	0.117	0.07	-0.246
O	4.213	7.484	28.161	0.132	-0.178	-0.163
O	4.373	3.141	28.302	0.081	-0.016	0.061
H	13.274	-2.507	23.792	-0.144	-0.034	0.089
H	11.562	-1.488	22.996	-0.139	-0.039	-0.085

Results
total energy: -101250.481 eV
total energy less fixed offsets of H -15.91, O -438.35, Si -107.03 eV per atom: -3.811 eV
